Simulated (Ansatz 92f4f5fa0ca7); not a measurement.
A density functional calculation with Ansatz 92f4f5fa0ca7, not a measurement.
Periodic cell of 220 atoms, Si132O88, from a study of silicon, its oxide and their interface. The atomic structure is a simulated model.
Doubt: the cutoff is far below the 930 eV that the study's wrapper takes by default for these files, so forces and energies are approximate.

Settings: functional PBE; potential files Ansatz PAW; basis plane waves; wave-function cutoff 580 eV; density cutoff ratio 5; exchange-correlation grid ratio 1; k mesh 1 x 1 x 1, Gamma-centred; self-consistency stop 5e-08 eV per atom in the density residual; occupations fixed; spin none; net charge 0.

Cell vectors (angstrom)
a  10.938  0  0
b  0  10.938  0
c  0  0  32.2139

Atoms and the computed forces on them: element, x, y, z (angstrom), force x, y, z (eV/angstrom)
Si  -0.2314  0.2341  24.6625  -0.0037  0.0027  -0.0016
Si  5.7107  -0.342  24.7309  0.0024  -0.0046  0.0007
Si  2.5082  2.8149  24.7402  -0.006  -0.0026  0.0003
Si  8.4575  2.4738  24.6711  0.0091  -0.0004  -0.0089
Si  0.1873  4.9691  24.6135  0.0026  -0.0057  -0.0113
Si  5.2298  5.8002  25.0147  0.0011  0.0055  0.0015
Si  2.9613  7.9125  24.7673  0.006  0  -0.0037
Si  7.9607  8.3864  24.756  -0.0006  0.0017  -0.0012
Si  1.3149  1.3279  26.0852  -0.0003  0.005  0.0043
Si  6.8471  1.3167  25.9903  0.0009  -0.006  0.0065
Si  4.0678  4.0467  26.0564  -0.0015  0.0008  0.0027
Si  9.5594  4.0161  26.0775  0.0034  -0.0036  0.0076
Si  1.2871  6.7258  25.9228  -0.0007  -0.0022  0.0041
Si  6.8317  6.93  26.2349  -0.0017  0.0011  0.0037
Si  4.0926  9.5201  26.079  0.0059  -0.0035  0.0059
Si  9.5641  9.5784  26.0073  -0.0037  0.004  0.004
Si  2.7343  -0.0123  27.4168  -0.0029  -0.0001  -0.0033
Si  8.2145  -0.004  27.4211  0.0032  -0.001  -0.0036
Si  0.0022  2.7156  27.4726  0  -0.0016  -0.0055
Si  5.4903  2.7097  27.392  -0.0024  0.0024  -0.0001
Si  2.6977  5.4484  27.4048  0.0032  0.0013  -0.0002
Si  8.2201  5.4552  27.4325  -0.002  0.0037  -0.0021
Si  0.0059  8.1775  27.3557  -0.0003  0.0007  -0.0004
Si  5.4449  8.2555  27.5286  -0.0042  -0.0021  -0.0073
Si  4.1018  1.3673  28.7957  0.0865  -0.0293  -0.1902
Si  9.5708  1.3673  28.7957  -0.1097  -0.1291  0.2356
Si  1.3673  4.1018  28.7957  -0.0221  0.0432  0.2145
Si  6.8362  4.1018  28.7957  0.0208  -0.1502  -0.1385
Si  4.1018  6.8362  28.7957  -0.3463  -0.1889  0.0869
Si  9.5708  6.8362  28.7957  0.1937  0.0229  -0.1795
Si  1.3673  9.5708  28.7957  -0.0252  -0.266  -0.2934
Si  6.8362  9.5708  28.7957  0.1837  0.4687  0.4747
Si  0  0  30.1629  -0.1131  -0.0027  -0.0213
Si  5.469  0  30.1629  0.1312  0.0109  0.0434
Si  2.7345  2.7345  30.1629  -0.0391  0.0897  -0.041
Si  8.2035  2.7345  30.1629  0.0008  -0.0514  0.0199
Si  0  5.469  30.1629  0.0564  -0.0293  0.0012
Si  5.469  5.469  30.1629  -0.0953  -0.0235  -0.0468
Si  2.7345  8.2035  30.1629  -0.0177  -0.105  0.0035
Si  8.2035  8.2035  30.1629  -0.0494  0.0515  -0.037
Si  1.3673  1.3673  31.5302  0.0825  -0.0297  -0.0197
Si  6.8362  1.3673  31.5302  -0.0818  0.0546  -0.0019
Si  4.1018  4.1018  31.5302  0.0406  -0.0564  -0.004
Si  9.5708  4.1018  31.5302  -0.0123  0.0691  -0.0365
Si  1.3673  6.8362  31.5302  -0.0215  0.0368  -0.0199
Si  6.8362  6.8362  31.5302  0.0287  -0.0254  -0.0156
Si  4.1018  9.5708  31.5302  -0.0401  0.0042  -0.0358
Si  9.5708  9.5708  31.5302  0.0473  -0.0575  -0.0001
Si  2.7345  0  0.6835  0.0169  -0.0283  0.0071
Si  8.2035  0  0.6835  -0.0374  0.0313  0.005
Si  0  2.7345  0.6835  -0.0505  0.0363  0.0054
Si  5.469  2.7345  0.6835  0.0286  0.0364  0.0429
Si  2.7345  5.469  0.6835  -0.0321  0.0335  0.0041
Si  8.2035  5.469  0.6835  0.0213  -0.0772  0.0141
Si  0  8.2035  0.6835  0.0279  -0.0446  0.0342
Si  5.469  8.2035  0.6835  -0.0108  0.0185  0.0169
Si  4.1018  1.3673  2.0507  -0.1088  -0.0125  -0.0541
Si  9.5708  1.3673  2.0507  0.0628  -0.0221  0.0718
Si  1.3673  4.1018  2.0507  0.0657  -0.0019  0.0727
Si  6.8362  4.1018  2.0507  -0.0065  0.0911  -0.0856
Si  4.1018  6.8362  2.0507  0.0169  -0.0523  0.0895
Si  9.5708  6.8362  2.0507  -0.018  0.048  -0.0534
Si  1.3673  9.5708  2.0507  0.0804  0.0525  -0.0509
Si  6.8362  9.5708  2.0507  0.0426  -0.0444  0.0629
Si  0  0  3.418  0.113  0.0436  0.0773
Si  5.469  0  3.418  -0.0805  0.1348  0.4092
Si  2.7345  2.7345  3.418  -0.1143  -0.5333  -0.2708
Si  8.2035  2.7345  3.418  -0.3575  0.0841  0.2245
Si  0  5.469  3.418  -0.2475  0.0213  0.1165
Si  5.469  5.469  3.418  0.4409  -0.1624  -0.4582
Si  2.7345  8.2035  3.418  -0.0912  0.6094  -0.0609
Si  8.2035  8.2035  3.418  0.309  0.0457  -0.2229
Si  1.3577  1.3719  4.8262  -0.0044  -0.0031  0.0024
Si  6.8299  1.371  4.8579  0.0011  -0.001  0.0028
Si  4.1958  3.9964  4.6833  0.0018  -0.004  0.0077
Si  9.5255  4.1164  4.8052  0.0057  -0.0015  0.0006
Si  1.326  6.9115  4.7421  0.0042  -0.0019  0.0041
Si  6.8704  6.8287  4.7374  0.0031  -0.0013  0.0068
Si  4.0666  9.6214  4.8398  0.0023  0.0005  0.0015
Si  9.5728  9.5855  4.7941  0.0014  0.0027  0.0041
Si  2.7219  0.0565  6.3366  0.0015  -0.0011  0.0005
Si  8.234  0.0136  6.2189  -0.0005  -0.0019  -0.0039
Si  -0.0713  2.7403  6.1648  0.0031  0.0033  -0.0022
Si  5.4383  2.7173  6.2818  -0.0031  0.0027  -0.0047
Si  2.8538  5.5018  5.7718  -0.0059  0.0005  -0.0063
Si  8.2068  5.5231  6.2041  -0.0066  0.0053  -0.0032
Si  0.0239  8.2799  6.2206  -0.0034  -0.0013  -0.0037
Si  5.5389  8.2336  6.0484  -0.0019  -0.0017  -0.0032
Si  3.6524  1.8374  7.6853  -0.0017  0.0015  0.0031
Si  9.8282  1.1042  7.6046  -0.0021  -0.0041  0.0064
Si  1.5312  4.1796  7.0753  -0.0003  -0.0007  0.0038
Si  6.5904  4.3675  7.4974  -0.0039  0.0021  -0.0024
Si  4.3973  6.5467  7.1593  0.0036  0.0019  0.0043
Si  9.2979  7.2128  7.495  -0.0009  0.0041  0.0069
Si  1.1676  9.8007  7.6824  -0.0024  0.003  0.0078
Si  7.0076  9.375  7.4766  0.0028  0.0009  0.007
O  1.4473  3.9698  24.2377  0.0003  0.0038  -0.0005
O  6.8302  9.4829  24.2173  -0.0028  -0.0004  -0.0036
O  2.5375  3.0271  7.644  -0.0039  -0.0039  -0.0022
O  8.1327  8.2747  7.9687  0.0018  -0.0033  -0.0008
O  5.4298  5.4836  7.923  0.0014  0.0014  0.0021
O  0.0211  -0.002  8.1413  0.0041  0.0001  0.0006
O  4.1262  6.8202  24.2996  0.0005  -0.0004  -0.0023
O  9.5944  1.3696  24.147  -0.0005  0.0021  -0.003
O  1.8262  9.1384  9.0746  -0.0039  0.0043  -0.0058
O  1.0798  5.2814  8.2278  -0.0005  -0.0015  -0.0054
O  9.06  1.7121  8.9641  0.0013  -0.0005  -0.0041
O  6.2566  9.9413  8.8414  0.001  0  -0.0048
O  3.7078  1.7043  9.3584  0.0026  -0.0028  -0.0061
O  3.4232  7.2854  8.2185  0.0043  -0.0029  -0.0054
O  7.2105  3.6858  8.8871  0.0006  0.0005  -0.0008
O  9.9437  6.7799  8.9639  -0.0012  -0.0007  -0.0034
O  2.976  1.9716  23.3775  0.0005  0.0007  0.0017
O  5.0353  0.2617  23.3463  0.0011  -0.0007  0.0008
O  7.8896  3.2543  23.3007  0.0013  -0.0023  0.0049
O  10.3296  5.0459  23.1659  0.0014  0.0009  0.0075
O  8.6628  7.6131  23.4726  -0.001  0.0004  0.0027
O  2.3921  8.6408  23.4066  0.0005  -0.001  0.0026
O  6.3199  5.2733  23.9087  -0.0009  0.0005  0.0022
O  0.507  10.567  23.3032  -0.0008  0.001  0.0029
Si  2.9763  8.0464  9.5585  0.0056  -0.0062  0.0054
Si  9.958  0.2291  13.0905  -0.0014  0.0023  0.0002
Si  14.7866  5.857  13.2424  -0.0448  -0.0101  -0.0017
Si  4.4476  1.6542  22.742  -0.0007  0.001  -0.0043
Si  8.5674  2.3426  20.2311  0.0003  -0.0004  -0.0019
Si  10.1858  4.9383  21.5387  0.0011  -0.0004  -0.0034
Si  1.2092  9.3129  22.5171  0.0007  -0.0001  -0.0051
Si  13.098  4.5697  20.1879  0.0005  -0.0003  -0.0006
Si  1.9861  5.3938  11.0484  0.0013  0.0054  0.009
Si  -2.0245  10.1294  20.124  0.0003  0.0005  -0.0019
Si  4.4398  6.641  15.9613  -0.0101  -0.0024  -0.0113
Si  7.4417  9.379  12.6984  -0.0029  0.0034  -0.0008
Si  5.6773  9.5816  10.3249  -0.0019  -0.0032  0.0062
Si  5.3941  2.9655  12.7092  -0.0361  0.0277  0.0772
Si  3.1127  12.5437  15.9817  0.0107  0.0079  -0.0044
Si  2.6662  9.3641  19.7619  0.0022  0.0002  -0.0005
Si  5.2798  3.8389  15.4529  -0.0132  0.0023  -0.0839
Si  3.3155  2.6493  10.6503  -0.0026  0.0043  0.0034
Si  4.9338  10.9795  12.7068  0.0037  0.0009  0.0012
Si  6.4846  4.0094  22.9244  -0.0017  0.0016  -0.0045
Si  13.1188  0.7137  13.0166  0.007  0.0031  0.0019
Si  8.6768  3.2326  9.4504  0.0009  -0.0006  0.0046
Si  9.6002  14.0289  17.4197  -0.0002  0.0009  0.0002
Si  12.2318  2.4524  18.3654  0.0012  -0.0004  -0.0006
Si  8.1981  4.5417  15.1938  -0.0081  -0.0133  0.0053
Si  4.6691  -0.092  18.0019  -0.0006  0.001  -0.0025
Si  4.9927  4.822  20.4166  -0.0008  0.0014  -0.0017
Si  7.2512  7.6062  15.2369  0.0018  0.0043  0.0061
Si  14.5443  6.6997  18.8535  0.0014  -0.0002  -0.0009
Si  9.4219  7.7951  22.0322  0.0006  0.0004  -0.002
Si  18.2888  9.7028  17.4076  -0.0012  0.001  0.0006
Si  10.7571  5.4068  9.2552  0.0051  0.0013  0.0084
Si  5.5211  13.0165  19.9365  0.0007  -0.0004  -0.0026
Si  0.3878  -0.5698  18.4249  0.0005  0.0014  0.0005
Si  9.5459  11.2244  16.1619  -0.0007  0.0012  0.0016
Si  8.586  3.0824  12.5827  -0.0037  -0.0029  -0.001
O  6.982  13.8168  12.6504  0.0192  0.0013  -0.0072
O  6.9893  -8.7102  20.6466  0.0007  0.0001  0.0003
O  11.7045  0.9737  18.7923  -0.0006  -0.0008  -0.0001
O  4.8046  4.1314  13.8206  0.0825  -0.0581  0.0074
O  2.089  2.3976  16.9565  -0.0015  0.0011  0.0008
O  9.7918  10.7889  14.6464  -0.0008  0.001  -0.002
O  5.5208  1.1704  18.594  0.0011  0.0007  0.0017
O  3.3676  10.4864  12.9301  -0.0004  0.0045  0.0011
O  2.5404  4.0416  10.2826  -0.0011  -0.0034  -0.0053
O  0.3552  5.3388  10.7984  -0.0045  -0.0028  -0.0029
O  5.0943  3.5515  19.3988  0.0003  0.0003  0.0003
O  9.3959  3.5721  20.9836  0.0006  0.001  0.0006
O  15.9026  6.4927  12.4038  -0.0063  0.0303  -0.0064
O  1.689  9.418  18.4498  0.0005  -0.0001  -0.0008
O  0.068  8.1787  22.228  0.001  0.0004  0.001
O  13.3745  5.5538  18.8958  0.0008  -0.0003  -0.001
O  16.6655  -1.1562  17.3819  0.0012  -0.0001  -0.0004
O  10.5901  10.2929  16.9907  0.0018  -0.0002  -0.0004
O  4.4987  1.5622  21.1139  -0.0007  -0.0001  0.0021
O  2.445  5.2588  12.6169  -0.0068  0.0003  -0.0101
O  6.2407  4.724  21.4619  0.0013  -0.0009  0.0014
O  8.6411  9.0642  21.3305  0.0006  -0.0009  0.0005
O  8.0036  10.975  16.6151  0.0009  0.0004  0.0002
O  3.171  7.8428  19.9194  -0.0001  -0.0002  -0.0013
O  15.9723  6.1401  19.4568  -0.0001  -0.001  0.0003
O  4.9125  12.4887  13.3315  0.0024  -0.0204  -0.0015
O  8.8613  10.1789  12.3486  0.0022  0.0007  -0.0001
O  8.94  4.143  13.7826  0.0025  0.0028  -0.0029
O  6.1994  10.2273  13.4176  0.0006  -0.0005  -0.0006
O  7.7745  8.2689  13.8419  0.0001  -0.0038  0.0009
O  7.8188  8.36  16.5896  0.0006  -0.0006  -0.0009
O  4.2784  8.7606  10.2167  -0.0025  0.0021  -0.0048
O  4.7319  3.2083  11.2756  0.0018  0.0041  -0.0031
O  5.2864  10.9815  11.1065  0.0001  -0.0001  0.0007
O  4.4417  13.4883  15.885  -0.0088  -0.0132  0.0091
O  3.925  10.2934  19.3381  -0.0006  -0.0009  0.0008
O  6.876  3.5651  15.3959  0.0248  -0.0002  0.0062
O  13.0708  3.0317  19.6282  0.0004  0.0009  0.0001
O  0.6467  11.0779  12.7648  -0.0019  -0.0028  -0.0005
O  -1.5424  6.3612  21.1907  0.0006  0.0001  0.0004
O  5.628  7.5909  15.4042  0.0075  -0.0025  -0.0034
O  4.997  5.141  16.3564  0.0006  0.0047  0.0005
O  3.7725  7.2426  17.321  0  -0.0021  0.0032
O  0.0626  3.4963  18.1337  0.0004  0.0002  -0.0005
O  11.7019  4.9402  20.921  -0.0013  0.0003  0.0006
O  7.8026  6.0925  15.187  0  0.0013  -0.0029
O  5.3324  2.9206  23.2489  0.0009  -0.0001  0.0015
O  12.874  9.8452  21.1408  -0.0013  0  0.0025
O  9.0464  11.7256  20.5362  0.0002  -0.0001  -0.0003
O  2.4727  1.8078  11.8028  -0.0002  -0.0004  -0.0016
O  2.3347  1.3311  14.5582  -0.0044  -0.0034  -0.0018
O  9.1101  4.343  16.5229  0.0024  0.0012  0.0003
O  3.6347  0.271  16.7778  0.0002  -0.0024  0.0016
O  9.4782  12.6951  12.8236  -0.0007  -0.0001  -0.0002
O  10.3757  -1.2077  19.5633  -0.0005  -0.0007  -0.0004
O  7.8011  9.8031  18.9736  0.0009  -0.0003  0.0009
O  14.4365  15.6777  21.1526  0.0007  -0.0004  0.0005
O  6.8427  -2.0706  11.2526  0.0009  0.0015  -0.0016
O  14.3239  6.3703  14.7422  -0.0002  0.0145  0.0298
O  2.4059  6.8955  10.5556  -0.0062  0.0053  -0.0113
O  9.8066  4.1795  8.7809  -0.0017  -0.0005  -0.0009
O  8.8371  3.5192  11.0422  0.0018  -0.0011  -0.0018
O  9.8565  1.8633  16.3763  0.0001  0  -0.0003
O  8.5803  2.6522  18.6167  0.0003  -0.0002  0.0011

Results
free energy: -133959.042 eV
free energy less fixed offsets of O -568.88, Si -635.61 eV per atom: 2.918 eV

The program warned: the cutoff lies below the one the program advises for these potential files; the exchange-correlation potential is rough where the density is thin.
